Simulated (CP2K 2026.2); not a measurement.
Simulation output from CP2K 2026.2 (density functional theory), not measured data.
Periodic cell of 507 atoms, Si360O145H2, from a study of silicon, its oxide and their interface. The atomic structure is a simulated model.
Doubt: the forces sum to 2.25 eV/angstrom along one axis rather than to zero, so they err by at least 0.0044 eV/angstrom per atom on average; the grid cutoff is modest.

Settings
functional: PBE
method: Gaussian and plane waves
basis set: DZVP-MOLOPT-SR-GTH
pseudopotentials: GTH-PBE
grid cutoff: 350 Ry, relative cutoff 50 Ry
k points: Gamma only
occupations: fixed
spin: none
net charge: 0

Cell vectors (angstrom)
a	16.32	0	0
b	0	16.32	0
c	2.7073	6.8965	34.553

Atoms and the computed forces on them: element, x, y, z (angstrom), force x, y, z (eV/angstrom)
Si	1.006	15.232	0.022	0.078	-0.11	-0.136
Si	3.754	1.624	0.02	0.133	-0.043	-0.184
Si	1.602	3.887	0.226	-0.034	-0.007	-0.164
Si	4.268	6.479	0.134	0.048	0.084	-0.092
Si	0.947	9.851	0.09	0.205	-0.042	-0.173
Si	4.49	11.828	0.027	-0.149	0.037	-0.4
Si	7.062	14.754	0.317	0.011	0.112	-0.211
Si	9.814	1.095	0.297	-0.033	0.022	-0.254
Si	6.49	4.288	0.139	0.087	-0.035	-0.118
Si	9.626	6.376	0.095	0.006	-0.052	0.005
Si	6.767	9.672	0.19	-0.029	-0.017	-0.02
Si	9.161	12.488	0.205	0.111	-0.01	-0.347
Si	12.044	15.301	0.071	-0.074	0.007	-0.171
Si	17.828	8.043	34.525	-0.118	0.084	-0.042
Si	11.944	4.28	0.047	0.026	-0.121	-0.151
Si	14.83	7.025	0.026	0.043	-0.022	-0.04
Si	12.529	9.169	0.005	-0.208	0.064	-0.222
Si	15.064	12.09	0.068	0.079	0.054	-0.144
Si	2.647	16.316	1.358	-0.028	0.038	-0.231
Si	5.373	2.67	1.433	-0.065	0.039	-0.212
Si	2.762	5.402	1.569	0.013	-0.077	-0.17
Si	5.469	8.095	1.413	0.003	0.004	-0.247
Si	2.729	10.86	1.335	-0.046	-0.024	-0.141
Si	5.417	13.53	1.435	0.08	-0.121	-0.15
Si	8.247	16.265	1.631	0.046	0.011	-0.216
Si	10.937	2.719	1.541	-0.051	0.051	-0.221
Si	8.119	5.322	1.54	-0.056	-0.005	-0.259
Si	10.846	8.077	1.318	0.058	-0.115	-0.244
Si	8.147	10.908	1.599	-0.043	-0.021	-0.195
Si	10.882	13.636	1.385	-0.088	0.086	-0.331
Si	13.6	16.379	1.46	0.09	-0.021	-0.284
Si	16.282	2.685	1.413	0.053	-0.093	-0.322
Si	13.592	5.433	1.345	-0.048	0.081	-0.31
Si	16.285	8.197	1.456	-0.049	0.025	-0.159
Si	13.55	10.84	1.377	0.029	-0.155	-0.184
Si	16.262	13.623	1.405	0.052	0.001	-0.172
Si	1.324	1.32	2.818	-0.038	0.084	0.041
Si	4.085	4.02	2.907	0.07	-0.054	0.167
Si	1.35	6.812	2.799	-0.049	0.052	0.048
Si	4.038	9.455	2.766	0.029	0.023	-0.061
Si	1.395	12.272	2.741	-0.026	-0.009	-0.004
Si	4.021	14.93	2.736	-0.003	0.047	-0.051
Si	6.776	1.33	2.82	-0.053	0.085	0.002
Si	9.486	3.983	2.891	-0.089	-0.031	0.105
Si	6.814	6.784	2.845	0.032	-0.018	0.112
Si	9.561	9.473	2.781	0.07	-0.05	0.042
Si	6.753	12.238	2.908	-0.052	0.011	0.227
Si	9.597	14.913	2.937	0.085	-0.036	0.126
Si	12.312	1.404	2.886	0.061	0.014	0.181
Si	14.935	4.074	2.756	-0.024	0.012	-0.016
Si	12.212	6.767	2.785	0.014	0.007	-0.079
Si	14.914	9.528	2.826	-0.019	0.016	0.135
Si	12.201	12.217	2.737	0.025	-0.01	0.089
Si	14.909	14.937	2.806	-0.067	-0.009	0.125
Si	16.284	16.279	4.2	0.045	0.053	-0.098
Si	2.679	2.67	4.238	0.022	0.01	-0.114
Si	16.3	5.43	4.143	-0.016	0.016	0.027
Si	2.699	8.14	4.192	0.055	0.009	0.04
Si	16.335	10.899	4.146	-0.035	-0.06	-0.088
Si	2.707	13.602	4.174	-0.064	-0.048	0.022
Si	5.396	16.272	4.147	0.034	0.014	0.019
Si	8.112	2.658	4.249	0.062	0.024	0.007
Si	5.453	5.422	4.235	-0.005	-0.07	-0.078
Si	8.187	8.15	4.192	-0.091	-0.04	0.007
Si	5.382	10.819	4.198	0.032	0.092	-0.058
Si	8.161	13.572	4.264	0.018	0.003	-0.066
Si	10.942	16.33	4.249	-0.053	-0.082	-0.061
Si	13.647	2.758	4.238	-0.055	-0.082	0.012
Si	10.86	5.405	4.199	0.046	0.028	-0.073
Si	13.567	8.137	4.194	-0.033	0.031	-0.098
Si	10.887	10.854	4.161	-0.017	-0.012	0.012
Si	13.561	13.553	4.165	0.046	0.047	-0.035
Si	1.357	14.944	16.577	-0.018	-0.027	0.057
Si	4.064	17.65	16.591	-0.009	0.022	0.069
Si	1.363	4.023	16.536	0.031	-0.025	0.026
Si	4.092	6.778	16.558	0.031	0	0.029
Si	1.332	9.48	16.57	0.039	0.08	0.023
Si	4.093	12.244	16.588	-0.052	-0.073	0.014
Si	6.794	14.938	16.598	0.039	0.03	0.027
Si	9.533	17.669	16.591	-0.052	-0.001	0.023
Si	6.788	4.052	16.56	-0.002	-0.006	0.028
Si	9.49	6.798	16.534	-0.038	0.022	0.015
Si	6.806	9.515	16.579	-0.023	-0.036	0.061
Si	9.491	12.207	16.57	0.026	-0.005	0.063
Si	12.227	14.908	16.561	-0.005	0.015	0.044
Si	14.973	17.651	16.55	0.028	-0.027	0.037
Si	12.232	4.046	16.569	0.055	0.004	0.027
Si	14.95	6.776	16.535	-0.033	-0.054	0.005
Si	12.192	9.496	16.502	-0.009	0.013	0.009
Si	14.938	12.223	16.559	-0.011	0.064	0.019
Si	2.726	16.269	17.991	-0.044	0.051	-0.033
Si	5.417	19.038	17.952	0.08	-0.069	0.089
Si	2.714	5.399	17.886	0.004	-0.069	-0.035
Si	5.473	8.121	17.942	-0.101	0.046	0.193
Si	2.716	10.856	17.906	0.02	0.027	0.254
Si	5.42	13.619	18.007	0.013	-0.019	-0.063
Si	8.188	16.287	17.957	-0.061	0.008	0.15
Si	10.899	19.017	17.987	-0.017	0.007	-0.028
Si	8.159	5.421	17.907	-0.014	0.052	0.01
Si	10.804	8.2	17.897	0.088	-0.067	0.102
Si	8.129	10.889	17.993	0.054	0.014	-0.017
Si	10.888	13.521	17.944	-0.075	0.054	0.092
Si	13.596	16.291	17.896	0.043	-0.049	0.01
Si	16.362	18.972	17.937	-0.053	0.097	0.108
Si	13.588	5.435	17.916	0.028	-0.011	0.112
Si	16.293	8.1	17.944	0.007	0.016	-0.035
Si	13.547	10.832	17.868	-0.09	-0.036	-0.011
Si	16.282	13.607	17.938	0.057	-0.084	0.184
Si	17.675	17.589	19.384	-0.048	0.012	0.01
Si	4.046	4.098	19.323	-0.03	0.017	-0.061
Si	17.68	6.707	19.271	0.04	0.044	-0.016
Si	4.072	9.473	19.305	-0.027	0.145	-0.262
Si	17.669	12.234	19.289	0.128	-0.049	-0.275
Si	4.081	14.963	19.433	-0.031	0.011	-0.009
Si	6.792	17.659	19.317	0.03	-0.006	-0.199
Si	9.535	4.125	19.3	0.041	0.011	-0.055
Si	6.84	6.746	19.341	0.038	0.052	-0.087
Si	9.489	9.529	19.378	0	-0.011	0.003
Si	6.784	12.279	19.372	0.059	-0.054	-0.045
Si	9.591	14.923	19.34	0.059	0.02	-0.124
Si	12.304	17.634	19.314	-0.009	0.058	-0.053
Si	15.016	4.077	19.261	0.034	-0.028	-0.189
Si	12.159	6.828	19.236	-0.067	0.01	-0.131
Si	14.848	9.457	19.228	0.011	0.017	-0.063
Si	12.197	12.095	19.328	-0.082	-0.087	-0.015
Si	14.874	14.941	19.337	0.012	-0.022	-0.046
Si	16.207	16.278	20.778	0.029	0.109	0.158
Si	2.744	19.008	20.705	-0.037	-0.016	0.136
Si	16.364	5.403	20.699	-0.09	-0.157	0.234
Si	2.712	8.033	20.629	0.041	0.019	0.233
Si	16.247	10.784	20.496	0.041	0.043	0.246
Si	2.673	13.604	20.763	-0.062	-0.124	0.26
Si	5.45	16.351	20.797	0.086	0.052	0.246
Si	8.203	19.056	20.602	-0.094	-0.022	0.189
Si	5.43	5.435	20.711	0.017	-0.032	0.117
Si	8.18	8.123	20.747	0.011	-0.055	0.221
Si	5.413	10.898	20.678	-0.05	-0.097	0.306
Si	8.182	13.619	20.736	-0.031	0.036	0.167
Si	11.06	16.226	20.721	-0.103	-0.177	0.17
Si	13.644	19.064	20.61	0.03	0.058	0.143
Si	10.836	5.527	20.691	0.03	0.116	0.286
Si	13.461	8.182	20.63	-0.078	0.005	0.172
Si	10.826	10.833	20.859	0.062	0.05	0.25
Si	13.555	13.443	20.65	0.12	0.066	0.232
Si	17.312	14.636	22.071	-0.088	0.117	0.293
Si	4.36	18.006	22.126	-0.124	-0.053	0.204
Si	17.501	20.106	22.072	0.119	0.066	0.246
Si	4.363	7.095	22.04	-0.161	-0.03	0.37
Si	17.718	9.558	21.838	-0.053	-0.032	0.006
Si	3.677	11.85	22.009	0.009	-0.047	-0.022
Si	7.205	15.338	22.032	-0.108	-0.008	0.243
Si	9.502	17.536	21.832	-0.062	-0.067	0.232
Si	6.621	20.164	21.962	0.069	0	0.242
Si	9.739	7.049	22.235	-0.072	-0.099	-0.083
Si	6.585	9.331	21.977	0.023	0.036	0.062
Si	9.627	12.457	22.184	0.063	-0.074	0.007
Si	12.052	14.49	22.123	0.18	0.022	0.155
Si	15.131	17.995	22.084	-0.152	-0.06	0.32
Si	12.514	4.377	21.845	0.023	0.005	0.241
Si	14.666	6.596	21.81	-0.021	-0.026	0.274
Si	12.009	9.246	22.24	0.073	0.09	-0.027
Si	15.204	12.29	21.921	0.005	-0.025	0.051
Si	15.434	6.849	24.625	0.085	-0.049	0.627
Si	5.986	9.455	29.255	-0.136	0.089	-0.101
Si	2.571	12.111	32.53	0.228	0.066	-0.293
Si	10.26	12.255	28.704	0.015	-0.023	0.084
Si	5.758	16.25	26.993	-0.012	-0.01	0.39
Si	10.772	19.29	24.071	0.232	-0.135	0.163
Si	3.988	18.449	27.77	-0.026	0.138	0.21
Si	17.486	15.724	25.054	-0.195	-0.212	0.447
Si	4.514	12.018	30.188	0.215	-0.074	-0.419
Si	6.22	14.059	31.79	0.092	-0.164	-0.581
Si	17.703	21.1	24.907	-0.142	0.025	0.545
Si	11.851	19.507	26.765	0.173	0.047	0.419
Si	11.907	21.625	30.73	0.076	0.184	-0.377
Si	7.569	21.441	27.374	-0.024	0.048	0.338
Si	4.343	16.443	31.673	-0.096	0.166	-0.472
Si	11.274	14.886	27.25	0.026	0.019	0.209
Si	3.428	7.007	25.054	0.039	0.162	0.451
Si	14.874	17.577	25.095	-0.008	0.084	0.5
Si	12.251	10.144	29.928	0.151	-0.127	-0.463
Si	16.533	9.957	32.422	-0.17	-0.118	-0.36
Si	7.662	11.359	27.304	-0.143	0.201	0.437
Si	15.94	20.41	32.472	0.128	0.039	-0.39
Si	13.006	13.849	24.926	0.113	0.141	0.555
Si	13.356	17.033	27.538	-0.148	0.113	0.276
Si	15.775	10.72	26.656	0.105	0.118	0.267
Si	10.789	9.474	32.575	0.079	0.027	-0.108
Si	8.413	5.086	24.304	-0.06	-0.017	0.258
Si	3.278	21.185	29.099	-0.032	-0.099	-0.279
Si	15.941	19.896	26.892	-0.071	0.101	0.224
Si	4.796	12.764	24.497	-0.189	0.216	0.586
Si	7.551	11.264	24.215	-0.041	-0.051	0.223
Si	3.763	17.306	25.158	0.111	0.199	0.377
Si	15.523	15.782	29.16	0.132	0.057	-0.194
Si	6.825	7.548	31.546	-0.144	-0.037	-0.428
Si	11.149	15.01	32.504	-0.178	0.046	-0.293
Si	13.192	19.024	32.055	-0.211	0.155	-0.536
Si	17.008	19.858	29.667	0.172	-0.208	-0.43
Si	17.473	9	24.981	0.097	0.044	0.413
Si	5.205	13.217	27.45	0.016	0.044	0.219
Si	15.177	9.683	29.621	-0.298	-0.1	-0.378
Si	9.995	20.886	28.614	0.224	0.078	0.124
Si	4.727	21.633	31.652	-0.017	0.123	-0.378
Si	9.002	14.223	30.445	-0.205	-0.194	-0.413
Si	13.333	7.437	29.363	0.114	0.029	-0.101
Si	6.166	19.01	31.565	0.111	-0.154	-0.427
Si	8.634	16.153	27.937	0.067	0.054	0.064
Si	5.011	6.937	27.616	-0.017	-0.017	0.09
Si	13.682	10.935	24.355	0.247	0.135	0.429
Si	15.687	13.872	26.692	0.064	-0.112	0.205
Si	8.075	18.995	29.145	0.043	0.047	0.051
Si	13.926	16.297	31.708	0.193	-0.034	-0.552
Si	13.782	5.706	26.752	0.09	-0.137	0.342
Si	18.307	17.162	29.747	-0.09	0.048	-0.237
Si	9.464	6.719	32.137	0.064	-0.209	-0.412
Si	1.339	14.932	5.57	0.001	0.005	-0.046
Si	4.063	1.304	5.574	-0.044	0.016	-0.041
Si	1.323	4.073	5.565	0.028	-0.037	-0.047
Si	4.063	6.782	5.575	-0.006	-0.02	-0.029
Si	1.342	9.517	5.549	0.002	0.024	-0.057
Si	4.048	12.218	5.557	0.012	-0.024	-0.033
Si	6.77	14.951	5.572	0.033	-0.001	-0.02
Si	9.516	1.327	5.598	-0.032	-0.032	0.003
Si	6.79	4.053	5.611	0.013	0.034	-0.007
Si	9.517	6.777	5.581	0.016	0.009	-0.051
Si	6.789	9.489	5.563	0.009	0.002	-0.039
Si	9.526	12.185	5.584	-0.054	-0.003	-0.034
Si	12.259	14.924	5.594	0.004	0.016	-0.023
Si	14.967	1.346	5.59	0.024	0.03	-0.027
Si	12.236	4.077	5.59	-0.008	0	-0.028
Si	14.948	6.776	5.551	-0.034	0.007	-0.052
Si	12.224	9.506	5.57	0.055	-0.019	-0.036
Si	14.954	12.222	5.544	0.007	0.015	-0.045
Si	2.701	16.28	6.952	0.021	0.009	0.012
Si	5.417	2.681	6.952	0.009	0.011	-0.002
Si	2.699	5.42	6.941	0.002	0.015	-0.003
Si	5.43	8.136	6.946	0.016	-0.008	-0.005
Si	2.696	10.863	6.939	-0.018	0.019	0.012
Si	5.417	13.572	6.934	0.019	-0.008	0.003
Si	8.143	16.291	6.957	0.009	0.013	-0.006
Si	10.876	2.702	6.955	-0.013	0.012	-0.008
Si	8.158	5.419	6.963	-0.008	-0.031	-0.001
Si	10.872	8.144	6.949	-0.027	0.008	0.017
Si	8.145	10.844	6.95	0.006	0.006	0.002
Si	10.879	13.564	6.949	0	0.019	0.004
Si	13.609	16.297	6.958	0.001	-0.033	0.008
Si	16.317	2.706	6.961	-0.005	-0.01	0.012
Si	13.598	5.432	6.954	-0.013	0.003	0.01
Si	16.307	8.145	6.923	0	-0.003	-0.003
Si	13.601	10.86	6.932	0.009	-0.027	0.002
Si	16.302	13.572	6.941	-0.016	0.003	0.002
Si	1.356	17.656	8.326	0.016	0.025	0
Si	4.059	4.053	8.316	-0.013	-0.02	0.001
Si	1.344	6.787	8.309	0.006	-0.006	-0.001
Si	4.064	9.503	8.31	0.021	0.016	-0.001
Si	1.341	12.215	8.319	-0.002	-0.028	0.005
Si	4.065	14.924	8.321	-0.015	-0.004	0.004
Si	6.787	17.654	8.327	0.02	0.005	0.01
Si	9.516	4.057	8.331	0.022	0.02	0.009
Si	6.786	6.777	8.324	-0.005	-0.005	0.004
Si	9.505	9.492	8.326	-0.02	-0.019	0.003
Si	6.783	12.217	8.31	0.014	0.011	0
Si	9.509	14.927	8.318	-0.039	-0.027	0.006
Si	12.235	17.655	8.322	-0.025	-0.016	-0.002
Si	14.949	4.062	8.327	-0.012	-0.012	0
Si	12.233	6.787	8.325	0.025	0.004	-0.001
Si	14.952	9.497	8.311	-0.006	0.002	-0.004
Si	12.242	12.211	8.321	0.002	0.015	-0.008
Si	14.96	14.933	8.329	0.019	0.039	0.002
Si	16.318	16.294	9.7	-0.011	-0.013	0.001
Si	2.712	2.694	9.7	0.004	-0.002	0.006
Si	16.313	5.424	9.693	-0.004	0.001	-0.003
Si	2.707	8.141	9.688	-0.008	-0.008	-0.001
Si	16.308	10.852	9.695	0.002	0.007	-0.001
Si	2.705	13.568	9.695	0.004	0.008	-0.001
Si	5.428	16.288	9.693	0.005	0.005	0
Si	8.151	2.695	9.698	-0.01	0.008	0.011
Si	5.424	5.412	9.692	0.017	0.005	0.002
Si	8.144	8.135	9.699	0.006	0.003	0.009
Si	5.422	10.861	9.687	-0.003	-0.012	-0.004
Si	8.143	13.574	9.689	0.014	0.002	0.007
Si	10.868	16.294	9.691	0.012	0.015	0
Si	13.591	2.695	9.696	0.002	0.007	0
Si	10.876	5.42	9.698	-0.015	-0.013	-0.003
Si	13.595	8.143	9.695	-0.012	-0.002	-0.004
Si	10.871	10.856	9.692	0.001	0	0
Si	13.594	13.576	9.698	-0.005	-0.006	0.004
Si	1.355	14.93	11.073	0.016	0.005	-0.001
Si	4.076	17.652	11.07	0.001	0.001	0
Si	1.351	4.058	11.067	0.002	0.001	-0.004
Si	4.066	6.778	11.064	-0.006	0.003	-0.005
Si	1.352	9.497	11.072	0.003	-0.004	0
Si	4.068	12.217	11.072	-0.009	-0.001	0.005
Si	6.788	14.933	11.07	0.001	0.002	0.005
Si	9.509	17.652	11.072	-0.002	0.002	0.006
Si	6.789	4.055	11.069	0.002	-0.007	0.001
Si	9.507	6.774	11.068	0.002	-0.004	0.001
Si	6.779	9.5	11.062	0.005	0.007	0
Si	9.507	12.22	11.061	-0.011	-0.002	-0.001
Si	12.229	14.938	11.068	-0.009	-0.001	-0.003
Si	14.952	17.654	11.068	-0.002	0.001	-0.001
Si	12.229	4.052	11.07	0.011	0.002	0.006
Si	14.953	6.78	11.07	0.001	-0.004	0.002
Si	12.229	9.497	11.067	0.01	0.001	-0.006
Si	14.953	12.214	11.072	-0.008	-0.002	-0.006
Si	2.721	16.288	12.442	0	0.007	0
Si	5.439	2.688	12.445	0.001	0.011	0.004
Si	2.714	5.412	12.442	-0.016	0	-0.003
Si	5.42	8.143	12.441	0.007	-0.013	0.003
Si	2.711	10.858	12.45	0.005	-0.001	0.001
Si	5.427	13.579	12.448	0.001	0	0.004
Si	8.147	16.293	12.448	-0.007	-0.011	0.002
Si	10.871	2.691	12.449	-0.003	0.006	0.002
Si	8.149	5.415	12.444	0.012	0.007	0.002
Si	10.866	8.135	12.437	-0.008	0.004	0
Si	8.139	10.865	12.43	0.008	-0.007	-0.006
Si	10.86	13.584	12.439	0.019	-0.007	0.004
Si	13.593	16.294	12.443	0.001	0.013	-0.001
Si	16.314	2.693	12.438	-0.005	0.005	-0.002
Si	13.592	5.413	12.437	-0.01	-0.006	-0.01
Si	16.315	8.136	12.448	-0.002	-0.002	-0.002
Si	13.585	10.858	12.44	-0.001	-0.006	-0.005
Si	16.317	13.57	12.447	-0.006	0.003	0.004
Si	1.359	17.648	13.803	-0.002	0	-0.01
Si	4.077	4.048	13.812	0.02	-0.016	-0.008
Si	1.357	6.77	13.82	0.017	-0.004	-0.004
Si	4.073	9.506	13.83	-0.024	-0.005	0.01
Si	1.355	12.216	13.831	0.001	0	0.003
Si	4.076	14.94	13.832	-0.017	0.004	0.001
Si	6.794	17.65	13.83	0.001	0.01	0.003
Si	9.508	4.053	13.821	-0.013	0.005	0
Si	6.783	6.781	13.807	-0.014	0.017	-0.004
Si	9.495	9.502	13.793	0.004	0.003	-0.01
Si	6.789	12.221	13.819	0.019	-0.026	-0.005
Si	9.503	14.937	13.828	-0.007	0.025	0.008
Si	12.232	17.648	13.825	0.017	-0.006	0.002
Si	14.95	4.05	13.808	0.01	0.005	0.002
Si	12.224	6.767	13.805	0.027	-0.017	0.001
Si	14.947	9.5	13.813	-0.018	0.02	-0.012
Si	12.22	12.221	13.804	-0.017	0.009	-0.008
Si	14.957	14.935	13.813	0	-0.024	-0.004
Si	16.327	16.292	15.181	0.022	0.033	-0.009
Si	2.725	18.993	15.178	-0.023	0.015	-0.021
Si	16.315	5.399	15.181	-0.037	-0.007	0.001
Si	2.713	8.135	15.197	-0.015	0.004	0.003
Si	16.303	10.855	15.196	0.003	-0.044	0.011
Si	2.717	13.58	15.207	0.009	-0.007	-0.005
Si	5.435	16.297	15.218	0.022	0.003	0
Si	8.159	19.009	15.202	0.003	-0.01	0.003
Si	5.436	5.412	15.181	-0.014	0.009	-0.013
Si	8.135	8.155	15.172	0.018	-0.001	-0.01
Si	5.438	10.87	15.207	0.015	0.045	0.002
Si	8.139	13.578	15.204	-0.025	-0.015	-0.005
Si	10.871	16.291	15.206	-0.016	-0.015	-0.014
Si	13.598	19.012	15.19	-0.012	0.024	0.004
Si	10.868	5.415	15.194	0.01	0.004	0.011
Si	13.581	8.132	15.167	0.01	-0.004	-0.011
Si	10.839	10.869	15.162	0.006	-0.018	-0.032
Si	13.587	13.574	15.173	0.021	-0.01	0
O	12.993	14.661	23.502	-0.299	-0.075	-0.462
O	9.928	15.773	27.039	0.123	-0.077	-0.161
O	12.183	8.609	29.344	-0.232	-0.071	0.234
O	2.444	5.815	25.566	-0.208	-0.267	0.018
O	4.365	21.416	33.218	0.062	0.029	0.428
O	3.648	17.593	23.573	-0.155	0.161	-0.398
O	2.545	10.709	21.783	0.311	0.345	-0.095
O	9.144	22.596	33.667	-0.11	0.075	0.355
O	5.433	8.268	22.519	-0.052	-0.246	-0.201
O	8.741	17.662	28.505	0.148	0.145	-0.033
O	16.39	14.988	34.045	-0.093	-0.065	0.324
O	2.661	8.442	25.23	0.007	-0.05	-0.264
O	14.695	16.991	28.452	0.165	0.045	-0.142
O	11.518	18.708	25.397	-0.214	-0.142	-0.403
O	14.712	16.629	33.092	0.262	0.176	0.338
O	15.181	10.428	33.212	-0.058	0.183	0.139
O	7.008	8.066	33.076	0.181	-0.201	0.633
O	17.289	9.317	23.405	0.097	0.248	-0.529
O	18.892	17.886	34.077	0.17	-0.075	0.472
O	10.376	16.087	33.449	-0.176	0.176	0
O	6.089	13.954	33.407	0.115	0.154	0.459
O	18.01	20.913	28.924	-0.241	-0.072	0.191
O	5.352	9.669	34.132	-0.028	0.132	0.363
O	7.809	14.227	31.523	0.173	-0.115	0.346
O	3.769	6.631	23.516	0.274	0.015	-0.694
O	16.283	5.465	24.47	-0.145	0.077	-0.492
O	8.354	17.619	34.117	-0.009	-0.149	0.503
O	5.55	19.063	22.608	-0.123	-0.081	-0.279
O	12.738	9.807	23.638	-0.22	0.032	-0.066
O	17.191	19.687	33.234	0.114	0.01	0.226
O	7.256	9.903	23.374	0.171	0.011	-0.251
O	17.174	10.292	25.924	-0.038	-0.25	-0.375
O	5.133	14.843	27.516	-0.039	0.104	0.026
O	12.296	18.616	33.348	0.066	0.157	0.306
O	14.849	15.502	30.617	-0.187	0	0.459
O	1.955	20.484	23.51	-0.136	0.018	-0.626
O	2.543	16.347	25.639	-0.149	-0.104	0.154
O	11.628	10.231	31.413	-0.048	0.132	0.548
O	5.41	6.762	31.379	0.025	0.131	-0.17
O	3.112	12.237	30.988	-0.372	-0.077	0.652
O	3.42	21.476	30.696	0.073	0.141	0.238
O	10.411	19.903	27.394	-0.277	0.104	-0.318
O	8.084	12.278	34.089	0.11	0.003	0.552
O	6.345	6.052	27.875	0.129	0.079	0.236
O	14.629	19.483	32.629	0.046	-0.065	0.473
O	17.744	18.569	30.367	0.081	0.09	0.375
O	5.745	20.5	31.102	0.213	-0.153	-0.041
O	4.927	17.958	31.54	0.043	-0.11	-0.084
O	13.735	16.792	25.968	0.081	-0.09	-0.381
O	5.736	12.705	31.018	0.23	0.197	0.21
O	12.648	15.394	32.061	-0.277	0.027	-0.006
O	14.425	14.108	25.696	-0.198	0.148	-0.438
O	2.967	16.4	30.791	0.191	-0.117	0.248
O	7.368	16.079	26.913	0.034	0.02	-0.12
O	4.12	16.05	33.226	0.099	0.026	0.439
O	8.959	5.693	28.049	-0.039	-0.115	0.141
O	6.316	12.312	24.098	-0.002	-0.095	-0.173
O	11.334	13.636	33.364	0.15	-0.186	0.074
O	9.223	11.67	27.611	-0.031	-0.134	-0.11
O	9.599	20.321	24.484	-0.094	0.033	0.002
O	14.792	8.097	29.626	0.208	0.14	0.16
O	18.323	13.505	33.165	-0.004	0.033	0.371
O	10.761	13.58	22.67	0.168	0.044	-0.405
O	7.342	19.898	27.955	0.017	-0.008	-0.028
O	15.202	21.33	27.156	0.203	-0.116	-0.187
O	6.712	19.203	33.076	0.006	-0.046	0.521
O	14.03	6.589	25.41	0.201	0.262	-0.511
O	12.495	20.199	31.178	-0.071	-0.332	0.286
O	3.765	11.811	23.673	0.054	-0.083	-0.488
O	16.362	7.899	25.451	-0.143	-0.189	0.196
O	5.34	17.512	27.97	0.021	-0.234	0.166
O	8.097	6.548	31.244	0.072	0.07	0.27
O	13.093	6.413	30.613	0.055	-0.017	0.13
O	16.27	13.416	22.518	0.105	0.132	-0.239
O	12.777	12.236	24.771	-0.21	-0.065	-0.013
O	16.318	19.052	22.572	-0.071	-0.217	-0.523
O	13.563	6.925	34.081	-0.009	-0.088	0.67
O	11.831	8.82	33.621	-0.156	0.185	-0.089
O	14.471	10.373	25.703	-0.316	0.021	-0.485
O	7.261	20.864	23.301	-0.009	0.259	-0.053
O	11.386	11.128	28.978	-0.096	0.017	-0.115
O	17.674	11.07	32.624	0.074	0.117	0.283
O	13.399	17.724	31.088	0.059	0.066	0.262
O	4.878	10.448	29.932	-0.033	0.105	0.089
O	11.029	13.582	28.178	0.265	0.233	-0.127
O	4.129	19.879	28.543	-0.082	0.002	-0.062
O	9.882	8.279	31.953	0.107	0.001	0.046
O	6.822	8.755	30.457	0.13	-0.162	0.34
O	16.227	20.626	30.868	-0.195	0.053	0.469
O	3.814	11.581	33.426	-0.064	0.315	0.239
O	9.054	6.444	23.635	0.184	0.038	-0.128
O	9.841	10.562	33.31	-0.032	0.027	0.238
O	17.1	8.584	33.12	0.191	-0.179	0.26
O	2.759	17.566	28.374	-0.151	-0.039	-0.13
O	3.728	6.183	28.275	0.024	-0.006	-0.133
O	15.58	21.811	33.226	0.069	0.122	0.319
O	10.898	8.122	22.785	-0.234	0.026	-0.087
O	15.002	19.002	25.905	-0.007	0.064	-0.191
O	16.266	9.873	30.807	0.311	0.174	0.592
O	10.144	18.037	23.267	0.061	0.093	-0.351
O	15.164	7.448	23.147	-0.184	-0.238	-0.407
O	15.72	10.018	28.126	0.075	0.068	0.017
O	16.317	16.849	25.155	0.23	-0.089	-0.316
O	12.377	15.818	28.009	0.153	-0.145	-0.136
O	17.751	15.291	23.518	0.008	0.116	-0.649
O	8.913	11.948	23.602	-0.028	-0.176	-0.417
O	7.671	10.821	25.776	0.008	-0.056	-0.491
O	13.313	6.709	27.925	-0.033	-0.125	-0.212
O	10.312	14.879	31.117	0.508	0.133	0.099
O	4.343	12.704	28.722	-0.047	-0.024	0.074
O	6.772	12.728	27.512	0.083	-0.01	-0.034
O	14.381	17.654	23.546	0.018	-0.072	-0.502
O	13.831	10.586	29.911	-0.122	-0.006	0.035
O	13.641	5.445	22.455	0.139	-0.179	-0.536
O	8.35	16.478	22.336	0.069	-0.016	-0.179
O	3.742	18.639	26.154	0.119	0.003	-0.147
O	12.657	18.494	27.759	-0.1	0.041	-0.122
O	4.747	7.087	26.014	0.11	-0.199	-0.413
O	5.403	15.32	31.139	0.112	-0.099	0.061
O	7.061	10.238	28.316	0.193	0.103	0.166
O	13.494	12.238	34.024	-0.166	-0.042	0.633
O	10.687	22.084	31.672	-0.151	-0.045	0.336
O	18.949	6.934	33.978	0.128	-0.024	0.195
O	9.269	19.953	29.747	0.085	0.056	-0.21
O	17.039	14.48	26.017	0.181	-0.02	-0.32
O	14.788	11.451	23.277	0.05	-0.084	-0.182
O	9.382	12.686	30.016	0.035	0.148	0.098
O	11.335	21.541	29.206	-0.049	0.197	-0.004
O	10.774	20.51	34.193	-0.206	0.092	0.651
O	15.885	12.298	26.947	-0.04	-0.094	0
O	15.436	14.487	28.183	0.029	-0.165	-0.041
O	11.759	14.42	25.791	0.015	-0.087	-0.28
O	17.374	20.046	26.121	0.071	0.079	-0.323
O	7.694	5.263	25.761	0.2	0.037	-0.584
O	5.204	16.585	25.497	0.199	-0.201	-0.407
O	12.66	20.89	26.492	-0.12	-0.054	-0.136
O	17.086	16.164	29.37	0.152	-0.272	0.019
O	16.127	19.292	28.403	-0.006	-0.201	0.113
O	4.536	12.59	26.109	-0.222	0.001	-0.531
O	7.204	18.498	30.417	0.049	-0.325	0.146
O	11.914	20.052	23.223	0.131	-0.193	-0.023
O	5.188	8.384	28.326	0.04	-0.154	0.089
O	8.502	15.083	29.151	-0.225	-0.12	0.09
O	4.457	14.276	24.016	-0.2	0.068	-0.246
H	5.277	14.834	23.981	0.048	-0.03	0.051
O	6.877	15.013	23.649	-0.299	-0.324	-0.104
H	7.367	15.597	24.254	0.116	0.105	0.036

Results
total energy: -102127.004 eV
total energy less fixed offsets of H -15.91, O -438.35, Si -107.03 eV per atom: -3.634 eV
